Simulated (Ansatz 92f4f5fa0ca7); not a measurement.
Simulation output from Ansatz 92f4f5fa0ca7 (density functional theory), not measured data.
Periodic cell of 226 atoms, Si133O92B1, from a study of silicon, its oxide and their interface. The atomic structure is a simulated model.
Doubt: the cutoff is far below the 930 eV that the study's wrapper takes by default for these files, so forces and energies are approximate.
This geometry differs little from another in the collection (a relaxation step or a small displacement).

Settings
functional: PBE
potential files: Ansatz PAW
basis: plane waves
wave-function cutoff: 580 eV
density cutoff ratio: 5
exchange-correlation grid ratio: 1
k mesh: 1 x 1 x 1, Gamma-centred
self-consistency stop: 5e-08 eV per atom in the density residual
occupations: fixed
spin: none
net charge: -1 e, with a uniform compensating background and no finite-size correction

Cell vectors (angstrom)
a 10.938 0 0
b 0 10.938 0
c 0 0 31.9494

Atoms and the computed forces on them: element, x, y, z (angstrom), force x, y, z (eV/angstrom)
Si 10.6221 0.0004 24.433 0.015 0.01 0.026
Si 5.0738 0.1275 24.6803 0.0017 0.0035 0.0229
Si 2.8174 2.2932 24.5471 -0.0013 0.0015 0.018
Si 8.5651 2.4337 24.5785 -0.0058 -0.005 0.0269
Si 10.7029 5.5879 24.3516 -0.0054 -0.0093 0.0333
Si 5.1536 5.6133 24.4662 0.0012 0.0045 0.0191
Si 2.9841 7.9506 24.4211 -0.0016 0.0031 0.0375
Si 8.4132 7.8307 24.4319 -0.0071 -0.0091 0.02
Si 1.2887 1.1308 25.8582 0.0005 -0.0066 -0.0043
Si 6.8123 1.3271 25.7679 0.0104 0.0009 -0.012
Si 3.9813 4.0103 25.751 -0.0029 0.0049 -0.0089
Si 9.6818 4.0207 25.8694 0.0085 -0.0006 -0.0073
Si 1.3341 6.793 25.6905 0.0105 0.0013 -0.0153
Si 6.8005 6.7215 25.7693 -0.0003 0.0013 -0.0027
Si 3.9988 9.4671 25.9718 0.0001 -0.0057 -0.0064
Si 9.4797 9.4393 25.8183 0.0044 0.0001 -0.0095
Si 2.6326 -0.1349 27.3118 -0.0086 -0.0005 0.002
Si 8.1424 -0.0709 27.1742 -0.0227 -0.0055 -0.0016
Si 0.0732 2.6525 27.2342 0.0054 0.0075 -0.0026
Si 5.4448 2.7225 27.1401 0.0082 0.0014 -0.0046
Si 2.6653 5.4156 27.1342 -0.008 -0.0117 -0.0073
Si 8.1875 5.3679 27.1573 -0.0041 -0.0012 -0.0116
Si 0.0071 8.1522 27.1554 -0.0071 -0.0048 -0.0052
Si 5.5084 8.141 27.2047 0.0031 0.0029 -0.0055
Si 4.0805 1.3264 28.5278 -0.0123 -0.0074 0.0062
Si 9.5464 1.3136 28.5384 0.0071 0.0094 0.0027
Si 1.3872 4.0629 28.5918 -0.0158 0.0037 -0.011
Si 6.805 4.0624 28.554 -0.0038 0.0011 -0.0052
Si 4.0808 6.775 28.5158 0.0022 0.0141 0.0031
Si 9.5548 6.7776 28.5077 -0.006 0.008 0.0081
Si 1.2882 9.4785 28.6559 0.0172 0.019 -0.0259
Si 6.8235 9.5305 28.5953 -0.0005 0.0019 -0.0113
Si -0.0372 -0.0222 29.9696 -0.0068 0.0071 0.0094
Si 5.4517 -0.0131 29.9275 -0.0004 0.0043 0.0003
Si 2.762 2.7126 29.9393 0.0097 -0.0156 -0.0007
Si 8.1824 2.7003 29.9053 0.0071 -0.0058 0.0016
Si -0.0202 5.437 29.9161 0.0076 -0.0029 -0.001
Si 5.4563 5.4523 29.9245 0.0008 0.003 0.004
Si 2.7372 8.1458 29.9356 0.0093 -0.0189 0.0085
Si 8.2211 8.1645 29.9202 0.0042 -0.0071 -0.0039
Si 1.3672 1.3714 31.3115 0.003 0.0061 0.0022
Si 6.8233 1.3652 31.2968 -0.0088 -0.0019 -0.0042
Si 4.1178 4.0814 31.3078 -0.0025 0.0034 0.0004
Si 9.5447 4.0813 31.2822 0.0001 0.0022 0.0045
Si 1.3554 6.8084 31.2948 -0.0039 0.0018 -0.0031
Si 6.827 6.8392 31.3024 0.0048 -0.0016 0.0045
Si 4.0869 9.5604 31.2941 -0.0005 0.0071 0.0038
Si 9.5484 9.545 31.3208 -0.0015 -0.0031 -0.0005
Si 2.7651 0.0226 0.7327 0.004 0.0023 0.0003
Si 8.2009 0.0126 0.7106 0.0024 0.003 -0.0013
Si -0.0174 2.7477 0.7288 -0.0042 -0.0149 0.0011
Si 5.4853 2.7482 0.7456 0.0078 -0.0052 0.0026
Si 2.7391 5.4643 0.7011 0.0029 0.0011 0.0021
Si 8.2011 5.4652 0.7186 -0.0148 0 -0.0019
Si 0.0204 8.2107 0.73 0.0086 -0.0012 0.0071
Si 5.4847 8.2507 0.7371 0.002 -0.0048 0.0006
Si 4.1548 1.3703 2.1383 -0.0178 -0.0065 -0.0158
Si 9.5487 1.3808 2.1011 0.0143 0.0277 0.0062
Si 1.3574 4.1401 2.0758 -0.0099 0.0064 -0.0061
Si 6.8634 4.1042 2.1189 0.0178 0.0196 -0.0008
Si 4.095 6.8606 2.0572 -0.0011 0.0088 -0.0008
Si 9.5752 6.8461 2.0827 -0.0009 -0.0018 -0.0089
Si 1.3775 9.6225 2.0887 -0.0124 0.0048 -0.0023
Si 6.8201 9.6784 2.1178 -0.0261 0.0037 -0.0081
Si 0.0146 0.0479 3.482 0.0007 -0.0027 -0.0085
Si 5.6444 0.2019 3.6132 -0.0291 -0.0368 -0.0476
Si 2.7275 2.7723 3.4101 0.0195 -0.0006 0.0209
Si 8.1049 2.6297 3.5164 -0.1206 -0.1299 -0.002
Si 0.0063 5.4984 3.4808 -0.0116 -0.0136 -0.0163
Si 5.4717 5.5217 3.4293 0.0054 -0.0012 0.0071
Si 2.7667 8.2705 3.4214 0.0123 -0.0027 -0.0047
Si 8.2419 8.3061 3.3885 0.0022 -0.0352 0.0105
Si 1.3786 1.4615 4.8481 -0.0066 0 0.0197
B 6.8973 1.4681 4.7131 0.2816 0.0369 0.0162
Si 4.1156 4.1038 4.7677 0.0021 0.0078 0.0147
Si 9.5614 4.035 4.7654 0.0333 0.0227 0.0249
Si 1.3605 6.9736 4.8242 0.0151 -0.0061 0.0472
Si 6.8445 6.9907 4.7227 -0.0039 0.0015 -0.0094
Si 4.1552 9.6324 4.7938 -0.0108 -0.0257 -0.0061
Si 9.5622 9.6396 4.8499 0.0118 0.0161 0.0273
Si 2.7653 0.0478 6.1461 -0.0213 0.0218 0.0235
Si 8.1446 0.2743 5.9384 -0.0856 0.0493 -0.0537
Si 0.0105 2.8065 6.3043 0.0138 -0.0073 0.0416
Si 5.6906 2.6824 5.8877 -0.079 -0.0023 0.0019
Si 2.7577 5.5731 6.108 -0.0001 -0.0047 0.0053
Si 8.2557 5.5869 5.9392 0.0098 0.0121 0.036
Si 0.0188 8.3226 6.3372 -0.0131 -0.0112 -0.0131
Si 5.5189 8.3037 6.2233 0.0193 -0.0063 0.0461
Si 4.48 1.2096 7.2603 0.01 -0.0111 -0.0828
Si 9.7442 1.1437 7.546 -0.0041 0.0215 -0.0797
Si 1.1784 4.517 7.4982 -0.0178 0.0125 -0.0864
Si 6.635 4.4574 7.1557 0.0245 0.0135 -0.0445
Si 4.3329 6.6757 7.4989 -0.0724 0.0773 -0.1267
Si 9.7232 6.6223 7.4736 0.0025 -0.012 -0.0523
Si 1.2484 9.9398 7.6649 0.0053 -0.0017 -0.0435
Si 6.7329 10.0157 7.36 -0.0068 -0.0258 -0.0365
O 9.5817 1.2389 23.9862 -0.0104 -0.0007 -0.0027
O 4.1029 6.8028 23.9495 -0.0021 -0.0073 -0.0052
O 4.0094 1.2414 24.0412 0.0005 -0.0008 -0.0003
O 9.5325 6.7011 23.901 0.0005 0.002 -0.0035
O -0.0168 5.5757 7.9999 -0.0252 -0.014 0.0378
O 5.5523 0.1171 7.9294 0.0215 -0.0247 -0.0048
O -0.0035 0.0593 8.073 0.0305 0.0072 0.048
O 5.4702 5.4911 7.7615 0.0601 0.0197 0.1077
O 7.5661 3.9573 8.4163 -0.0151 0.0181 -0.0161
O 8.7243 7.062 8.7423 -0.014 0.0067 0.0134
O 2.1462 9.4354 9.0159 0.0044 -0.0035 0.0084
O 8.8731 1.6707 8.8943 -0.0047 0.0032 0.0113
O 7.6789 9.5232 8.6384 0.0129 -0.0176 0.0321
O 3.6978 1.9674 8.4909 -0.0143 -0.0651 0.0192
O 3.6196 7.2163 8.9238 -0.0002 -0.0078 0.0293
O 2.0631 4.0646 8.835 -0.0132 0.0111 0.0027
O 8.1356 3.4789 23.3611 -0.005 0.005 -0.0084
O 0.4431 4.9289 22.9617 0.0081 -0.0085 -0.0133
O 1.9037 2.7376 23.2453 -0.0056 0.0041 -0.0092
O 5.8267 4.9076 23.1255 0.0096 -0.0094 -0.0097
O 5.5221 10.0072 23.5003 0.0046 -0.0033 -0.0052
O 2.4402 8.6836 23.028 -0.0086 0.0079 -0.0163
O 0.1864 10.0702 23.0893 0.0053 -0.0088 -0.0139
O 7.7792 8.5727 23.0824 -0.0079 0.011 -0.0092
Si 8.6583 7.7017 18.4383 0.0007 -0.0007 0.0018
Si 8.7936 6.3558 13.6148 0.0017 -0.0014 -0.0074
Si 3.7975 1.5459 14.7009 0 0.0001 -0.0055
Si 2.1374 5.7437 17.622 -0.0004 0 0.0006
Si 2.4141 3.1427 19.4979 -0.0001 -0.0008 0.0032
Si 9.8172 9.028 12.0549 -0.0013 -0.002 -0.0077
Si 1.3278 9.4176 22.0888 -0.0001 -0.0013 0.007
Si 9.1786 0.9669 13.1836 0.0002 -0.0002 -0.0057
Si 1.424 5.0447 13.0057 -0.0008 -0.0016 -0.0059
Si 1.7969 8.2422 12.7859 0.0024 0.0009 -0.0072
Si 6.6504 9.5584 22.436 0.0015 -0.0041 0.001
Si 4.5275 4.6058 15.6888 0 -0.0006 -0.0025
Si 8.1992 3.0143 9.5459 0.0064 -0.0195 0.0165
Si 0.8418 8.2459 19.2636 -0.0003 0.0005 0.0035
Si 6.9526 1.3497 21.0903 0.0005 0.0002 0.0003
Si 8.2355 8.353 9.6195 0.0039 0.0151 -0.0068
Si 10.898 5.1958 15.5902 0.0009 0.0003 -0.0028
Si 7.5719 9.498 16.3021 0.0005 -0.001 -0.0024
Si 9.932 2.059 20.2951 -0.0001 -0.0002 0.0031
Si 3.2075 8.5019 9.8761 -0.004 -0.0051 -0.0101
Si 6.6933 3.3568 17.404 0.0008 -0.0005 -0.0007
Si 1.166 0.2066 19.8077 0.0007 -0.0001 0.0034
Si 3.2581 2.8156 12.254 -0.0001 -0.0009 0.0008
Si 7.2143 5.3996 19.6898 0.0002 0.0004 0.0034
Si 5.7458 8.6905 11.511 -0.0023 0.0072 -0.0003
Si 5.8024 6.0912 13.1941 -0.0002 0.0018 -0.0032
Si 4.6383 9.7119 17.6108 -0.0001 -0.0003 0
Si 1.0191 3.5963 22.1864 0.0004 0.0034 0.0053
Si 4.8993 1.4871 18.7995 -0.0007 0.0006 0.0019
Si 3.2311 3.141 9.4774 0.0037 0.0745 0.067
Si 6.4552 10.8231 13.7748 0.0002 -0.0002 -0.007
Si 10.3557 0.1186 15.9553 0.0004 0.0003 -0.0035
Si 5.6837 3.6782 11.153 -0.0045 -0.0021 -0.0077
Si 9.833 3.8954 11.8745 -0.0021 0.0004 -0.0077
Si 2.3489 9.9244 15.5165 0.0006 0.0014 -0.004
Si 6.0768 8.1335 19.7995 0.0005 -0.0005 0.0029
Si 6.9307 3.9709 22.3854 -0.0031 0.005 0.0026
Si 9.7565 2.7764 17.3597 -0.001 -0.0003 -0.0005
O 7.2084 6.3875 13.9832 -0.002 -0.0002 0.0029
O 1.8807 7.0567 18.6719 0.0009 -0.0015 -0.0012
O 10.2956 4.0277 16.5111 -0.0003 0.0012 0.0013
O 6.1731 9.963 17.0452 0.0019 0.0002 0.0005
O 10.1574 0.717 14.4582 -0.0005 0.0006 0.0021
O 8.4445 6.1215 18.8629 -0.0001 0.0005 -0.0003
O 5.178 0.6909 14.4237 0.0012 -0.0003 0.0037
O 5.7171 2.0638 17.5209 0.0004 0.0002 0.0006
O 8.3458 1.9427 20.5384 0.0005 -0.0005 -0.0001
O 1.996 4.2975 18.4042 0.0004 0.0012 -0.0007
O 6.973 2.8105 10.6376 -0.0003 0.0015 0.0032
O 4.8956 2.7268 12.2237 0.0028 -0.0008 0.0025
O 6.028 4.395 16.3349 -0.0017 0.0008 0.0006
O 4.5691 3.989 9.9732 0.0026 -0.0016 0.0054
O 10.6896 2.7735 21.552 -0.0009 -0.0011 -0.0021
O 9.7358 6.1543 14.9503 -0.0019 0.0009 0.0023
O 6.0073 6.4968 19.8394 -0.0004 -0.0001 -0.001
O 4.0856 0.1764 18.2685 0.0004 -0.0007 -0.0005
O 9.2612 10.5478 12.2765 0.0009 0.0009 0.0032
O 2.8536 4.3518 12.677 0.0013 0.0012 0.0023
O 1.9098 10.6977 21.2129 -0.0001 0.0014 -0.0023
O 3.9928 2.7213 19.3869 0.0006 -0.0005 -0.0008
O 0.737 10.045 15.9473 0.0004 -0.0007 0.0023
O 1.277 9.8031 18.8356 0.0002 0 -0.0013
O 1.7141 1.6615 19.2768 0.0003 -0.0002 -0.0003
O 8.9467 10.3844 16.4767 0 0.0001 0.0017
O 4.8773 8.5914 18.7833 -0.0004 0.0006 -0.0015
O 9.5761 8.7675 10.4667 0.0011 0.0013 0.0044
O 6.7408 4.0999 18.8499 -0.0001 -0.0005 -0.0016
O 2.8551 1.7216 13.3684 -0.0008 0.002 0.0005
O 5.83 8.782 21.2626 -0.0005 -0.0007 -0.0021
O 2.601 2.4336 10.8213 -0.0174 -0.0157 0.0228
O 7.6079 4.8496 21.1751 0.0006 0.0007 -0.0021
O 5.2374 7.4949 12.539 -0.0001 0.0015 0.0028
O 0.434 9.061 12.485 -0.0005 0.0009 0.0041
O 7.59 1.0587 13.5778 0.001 -0.0006 0.0044
O 7.1053 9.632 14.7335 -0.0009 0.0012 0.0024
O 8.9768 5.0259 12.6833 -0.0003 -0.0012 0.0032
O 8.0936 8.0377 16.9081 -0.0011 0.0015 0.0006
O 6.212 2.5754 21.8921 0.0003 -0.0014 -0.001
O 2.4595 9.0593 14.0885 -0.0005 -0.0016 0.0012
O 0.4187 4.4823 11.8514 0.0012 -0.0012 0.0015
O 0.8137 8.3162 20.934 -0.0008 -0.001 -0.004
O 9.3813 3.8249 10.323 0.0016 0.0035 0.005
O 9.6566 2.3852 12.517 0.0012 -0.0002 0.0027
O 7.622 8.5701 19.388 0.0011 0.0002 -0.0015
O 2.5482 8.1429 11.3404 0.0002 -0.0022 0.0055
O 3.9792 3.0639 15.353 0.0003 0.0004 0.0038
O 0.8501 4.4809 14.428 0.0012 0.0003 0.0018
O 10.0563 2.9975 18.9517 -0.0003 0.0001 -0.0015
O 9.1496 7.7981 12.9238 0.0011 0.0016 0.003
O 10.5126 0.5369 20.074 0 -0.0001 -0.0008
O 6.0683 5.0537 11.9473 0.0007 -0.0003 -0.0014
O 8.1539 2.7535 17.0148 0.0012 0 0.0015
O 3.5337 5.4763 16.7192 0.0009 0 0.0014
O 4.6384 9.152 10.3854 0.0026 -0.0005 0.0037
O 1.5302 6.6663 13.1712 -0.0002 0.0013 0.0034
O 4.7651 5.5099 14.3354 0.0012 0.0014 0.0004
O 2.0414 3.854 20.9251 0.0002 -0.0001 -0.0021
O 10.5452 1.405 16.9468 0.0003 -0.0009 0.0005
O 0.9464 6.0624 16.5498 -0.001 -0.0001 0.0003
O 7.3417 10.95 21.9293 -0.0003 0.0009 -0.0001
O 5.9331 0.9111 19.9124 -0.0008 0.0002 -0.001
O 6.0694 10.0431 12.3894 -0.0001 -0.0022 0.0021
O 2.8462 0.5495 15.5667 0.0005 0.0002 0.0032
O 7.049 8.0668 10.7249 -0.0006 -0.0058 -0.0013
O 10.2447 8.0175 18.686 -0.0003 0.0001 -0.0005
O 3.4535 9.2079 16.5587 -0.0013 -0.0003 0.0008

Results
free energy: -137022.830 eV
free energy less fixed offsets of B -154.04, O -568.88, Si -635.61 eV per atom: 4.300 eV

The program warned: the cutoff lies below the one the program advises for these potential files; the forces do not sum to zero within the program's tolerance; the exchange-correlation potential is rough where the density is thin.
